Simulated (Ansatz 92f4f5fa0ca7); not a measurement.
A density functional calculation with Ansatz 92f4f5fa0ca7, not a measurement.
Periodic cell of 273 atoms, Si162O105As6, from a study of silicon, its oxide and their interface. The atomic structure is a simulated model.
Doubt: the cutoff is low for norm-conserving oxygen, so forces and energies are approximate.
Doubt: the program's own warning below bears on the result.

Settings: functional HSE06; potential files SPMS norm-conserving; basis plane waves; wave-function cutoff 800 eV; density cutoff ratio 4; exchange-correlation grid ratio 1; k mesh 1 x 1 x 1, Gamma-centred; occupations fixed; spin none; net charge 0.

Cell vectors (angstrom)
a 11.6015 0 0
b 0 13.3963 0
c 0 0 31.1303

Atoms: element, x, y, z (angstrom)
As -0.1176 -0.0623 24.1627
Si 3.8089 -0.0607 24.3392
Si 7.6795 0.0452 24.5853
Si 1.7909 3.2088 24.0882
Si 5.8797 3.4537 24.468
Si 9.4847 3.3681 24.4913
As -0.1326 6.6839 24.143
Si 3.8424 6.7117 24.1868
As 7.6489 6.711 24.3706
Si 1.7857 10.0328 24.3714
Si 5.8564 10.1493 24.6079
Si 9.6184 9.8358 24.5128
Si -0.1139 2.1752 25.0955
Si 3.8322 2.2533 24.9506
Si 7.6648 2.2402 25.4451
Si 1.85 5.5186 24.9407
Si 5.7188 5.6496 25.288
Si 9.6062 5.6128 25.2777
Si -0.0196 8.8115 25.2858
Si 3.8205 8.9609 25.0344
Si 7.6665 8.8628 25.4067
Si 1.8214 12.2863 25.1774
Si 5.7305 12.3455 25.3713
Si 9.6219 12.1861 25.1667
Si -0.0332 2.2317 27.4988
Si 3.8385 2.2394 27.4292
Si 7.7068 2.2357 27.7398
Si 1.9193 5.5438 27.4113
Si 5.7373 5.5992 27.6285
Si 9.6569 5.5824 27.6183
Si 0.0065 8.8959 27.622
Si 3.8399 8.9266 27.4749
Si 7.7113 8.916 27.7126
Si 1.8999 12.2808 27.552
Si 5.7522 12.3161 27.6867
Si 9.6427 12.2416 27.5529
Si 1.9155 1.1305 28.318
Si 5.7374 1.151 28.398
Si 9.6702 1.093 28.3681
Si 0.0077 4.4551 28.3358
Si 3.814 4.4443 28.333
Si 7.7003 4.4974 28.3925
Si 1.9465 7.7653 28.331
Si 5.7465 7.8256 28.3881
Si 9.6694 7.8076 28.4073
Si -0.0168 11.1489 28.3647
Si 3.827 11.1457 28.3593
Si 7.7021 11.1742 28.3911
Si 1.9336 1.1164 30.7353
Si 5.8008 1.1164 30.7353
Si 9.6679 1.1164 30.7353
Si 0 4.4654 30.7353
Si 3.8672 4.4654 30.7353
Si 7.7343 4.4654 30.7353
Si 1.9336 7.8145 30.7353
Si 5.8008 7.8145 30.7353
Si 9.6679 7.8145 30.7353
Si 0 11.1635 30.7353
Si 3.8672 11.1635 30.7353
Si 7.7343 11.1635 30.7353
Si 0 0 0.3944
Si 3.8672 0 0.3944
Si 7.7343 0 0.3944
Si 1.9336 3.3491 0.3944
Si 5.8008 3.3491 0.3944
Si 9.6679 3.3491 0.3944
Si 0 6.6981 0.3944
Si 3.8672 6.6981 0.3944
Si 7.7343 6.6981 0.3944
Si 1.9336 10.0472 0.3944
Si 5.8008 10.0472 0.3944
Si 9.6679 10.0472 0.3944
Si 0.0549 0.0079 2.7641
Si 3.9289 0.0307 2.7226
Si 7.7755 0.0252 2.7494
Si 1.962 3.3673 2.7729
Si 5.7933 3.3566 2.7288
Si 9.7061 3.3728 2.7716
Si 0.0513 6.6882 2.7369
Si 3.8861 6.7187 2.7551
Si 7.7783 6.7413 2.7828
Si 1.9924 10.012 2.7718
Si 5.8319 10.0432 2.803
Si 9.6681 10.0654 2.7903
Si 0.0468 2.2466 3.5648
Si 3.8833 2.2393 3.5828
Si 7.7358 2.2756 3.4896
Si 1.9794 5.6007 3.5988
Si 5.8227 5.5942 3.4432
Si 9.7268 5.6205 3.5574
Si 0.0154 8.9113 3.4835
Si 3.926 8.9101 3.6685
Si 7.7559 8.9536 3.693
Si 2.0343 12.2769 3.4425
Si 5.844 12.3052 3.5221
Si 9.7077 12.32 3.5768
Si 0.0994 2.2892 5.9353
Si 3.942 2.2374 5.9688
Si 7.7143 2.2774 5.8274
Si 2.0298 5.587 5.9847
Si 5.8169 5.5155 5.7514
Si 9.8228 5.6201 5.927
Si 0.0422 8.8924 5.8174
Si 4.005 8.8534 6.1234
Si 7.7569 8.9453 6.1534
Si 2.1365 12.2513 5.7579
Si 5.8775 12.3889 5.8719
Si 9.7569 12.359 5.9662
Si 2.0061 1.0173 6.702
As 5.8813 1.1688 6.9606
Si 9.6741 1.2874 6.6345
As 0.1239 4.484 6.9753
As 3.9833 4.4597 6.9367
Si 7.8069 4.541 6.5633
Si 1.9483 7.8706 6.7966
Si 5.9211 7.5428 6.9063
Si 9.7633 7.8685 6.8545
Si 0.1734 11.1664 6.3719
Si 4.0743 11.1459 6.7627
Si 7.7747 11.3229 6.78
O 1.9397 0.6447 8.3169
O 4.3155 11.1453 8.4088
O 7.76 4.8467 8.1878
O 9.8679 7.9651 8.5156
O 6.0818 6.8909 8.47
O 1.7221 8.0256 8.4298
O 9.4286 1.7044 8.2078
O 0.5724 11.0612 7.9615
O 7.5701 11.7158 8.3896
O 6.3054 10.6237 23.0813
O 3.8899 13.1165 22.6969
O 6.3901 3.784 22.9153
O 1.6409 2.9386 22.4407
O 9.051 3.393 22.886
O 7.5705 0.2803 22.9679
O 1.5044 10.0074 22.737
O 4.0116 6.7253 22.508
O 9.6071 9.4 22.9217
Si 3.305 13.0198 21.1772
Si 11.8304 1.7655 11.4814
Si -0.8318 13.619 15.6651
Si 7.2241 3.6489 11.3311
Si 8.8218 9.3399 14.8429
Si 10.3966 0.9625 19.8937
Si 1.7411 4.0319 18.375
Si 8.8707 10.2948 11.8971
Si 4.8734 -2.9628 12.6735
Si 3.5628 0.4489 14.7454
Si 10.1564 6.714 15.4258
Si 11.0457 -0.9611 12.8892
Si 5.8527 7.1585 18.6365
Si 13.394 0.0144 9.7974
Si 7.7069 3.5882 21.9777
Si 11.4894 11.1296 9.4061
Si 4.4572 -5.603 21.3561
Si 1.4777 2.2526 20.9623
Si 6.2129 -4.2286 16.3011
Si -4.5279 5.8392 9.2751
Si 4.3899 4.9297 16.9327
Si 9.223 15.048 9.8048
Si 1.6514 8.7499 9.8822
Si 8.4762 -1.4222 9.7087
Si 9.4691 7.6932 10.0778
Si 2.0382 -2.2158 13.7648
Si 6.4061 9.9391 21.6316
Si -1.0719 11.9365 18.0527
Si 5.6247 -1.5693 15.3166
Si 1.3429 2.4852 15.6706
Si 6.8408 3.4776 15.8423
Si 3.8153 11.0525 9.9471
Si 5.5243 2.4235 13.4976
Si 10.9845 6.2401 18.3452
Si -2.4574 8.8985 21.4646
Si 1.1416 4.3586 13.1769
Si 5.8262 7.5855 13.6674
Si 3.9581 5.1573 13.9313
Si 8.0487 5.4552 13.7787
Si 7.4691 -0.8466 17.4259
Si 8.6958 15.1141 17.4179
Si 13.7671 10.0492 21.2559
Si 11.4319 9.2206 19.2892
Si 0.0745 8.975 14.43
Si 5.8323 -1.1627 19.858
Si 7.8372 0.6895 21.4422
Si 8.4512 6.1831 20.2495
Si 0.2603 7.1386 11.909
O 9.3999 0.5796 21.0978
O 7.0635 -1.0541 15.8685
O 10.8744 -0.4703 19.2941
O 1.3398 -3.4157 14.6659
O -1.3155 9.1708 20.3994
O 11.3011 -0.8048 16.7938
O 6.488 4.8 10.4051
O 1.2776 2.9844 17.2137
O 7.4234 2.2285 21.1394
O 8.6844 13.5338 10.1066
O 4.451 1.1941 13.5694
O -1.237 9.8605 14.8557
O -0.0334 1.8275 20.576
O 1.9127 3.3163 19.8196
O 7.2838 6.6795 19.2371
O 5.2149 -2.9572 16.0837
O -0.1145 7.7843 18.5286
O 0.646 5.2316 18.5025
O 9.6832 1.857 18.7091
O 4.9384 10.9195 11.1172
O 3.669 5.3145 15.5234
O 1.547 7.5776 11.0055
O 2.3476 0.891 20.9143
O 11.5608 7.5546 15.25
O 8.1816 2.7421 10.3886
O 1.2033 9.5435 20.0643
O 7.6911 9.7886 15.9143
O 8.7449 7.3301 21.3694
O 2.6861 4.8068 13.0146
O 6.5949 2.2987 14.7322
O 3.0205 -0.9494 10.196
O 6.2181 2.566 12.0356
O 11.209 0.5527 12.3494
O 5.8505 8.4418 21.86
O 0.865 11.6648 12.7737
O 7.2321 6.8112 13.3307
O 3.292 -2.949 13.0675
O 6.1083 8.5503 17.803
O 8.0387 3.0871 16.8743
O 7.4882 0.7241 17.8151
O 7.8446 11.1784 10.984
O 11.0738 10.4332 18.2723
O 13.2224 1.262 10.8078
O 5.4641 3.7378 16.6686
O 2.5748 11.5876 20.9711
O 5.2393 6.1367 17.5616
O 5.5691 10.8068 20.574
O 4.7707 7.2308 19.8627
O 8.925 11.9105 17.7652
O 0.4459 12.5192 10.011
O 11.9932 5.7441 12.7413
O 12.2146 3.1257 12.2666
O -2.6382 7.799 15.3087
O 4.4825 13.0937 20.0597
O 7.279 4.8334 15.0696
O -2.3805 9.0274 10.9568
O 12.654 3.7762 14.7075
O 11.5968 8.4165 12.8984
O 9.898 11.2853 9.2981
O 4.8999 3.8844 13.7327
O 3.2131 4.5652 17.9712
O 4.6238 13.0559 15.6842
O 3.3834 8.9919 21.2797
O 8.1559 6.7571 10.0525
O 7.8969 9.8303 21.0501
O 9.8398 5.912 19.4483
O 0.3611 9.7409 10.0962
O 10.0597 11.3846 12.148
O 0.2304 1.3762 15.3378
O 7.044 -0.367 20.5435
O 5.5158 -4.4608 12.7986
O -1.1212 12.699 14.3781
O 8.0436 4.4217 12.5212
O 9.6083 5.6728 14.2771
O 5.6051 11.4738 13.7125
O -2.1458 0.9954 16.1864
O 10.3019 6.026 16.8782
O 5.8468 8.0119 15.231
O 10.6496 6.9165 10.8585
O 10.6694 2.0623 10.4037
O 2.5436 12.6178 14.3692
O 8.3303 9.7296 13.33
O 4.6328 6.525 13.4087
O 6.2748 -1.4637 18.336
O 7.9515 4.8293 20.9792
O 2.7533 1.6884 15.4225
O 2.944 9.6937 10.075

Results
free energy: -81335.089 eV
free energy less fixed offsets of As -2657.37, O -447.96, Si -113.29 eV per atom: -2.089 eV
gap between the highest filled and lowest empty level on this k mesh: 1.523 eV

The program warned: the cutoff lies below the one the program advises for these potential files; the model core charge is not resolved on the grid; the forces do not sum to zero within the program's tolerance; the exchange-correlation potential is rough where the density is thin.
